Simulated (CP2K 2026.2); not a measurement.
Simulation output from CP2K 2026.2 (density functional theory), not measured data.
Periodic cell of 511 atoms, Si360O151, from a study of silicon, its oxide and their interface. The atomic structure is a simulated model.
Doubt: the forces sum to 0.74 eV/angstrom along one axis rather than to zero, so they err by at least 0.0014 eV/angstrom per atom on average; the grid cutoff is modest.

Settings
functional: PBE
method: Gaussian and plane waves
basis set: DZVP-MOLOPT-SR-GTH
pseudopotentials: GTH-PBE
grid cutoff: 350 Ry, relative cutoff 50 Ry
k points: Gamma only
occupations: fixed
spin: none
net charge: 0

Cell vectors (angstrom)
a 16.32 0 0
b 0 16.32 0
c -3.2352 7.7199 33.6586

Atoms and the computed forces on them: element, x, y, z (angstrom), force x, y, z (eV/angstrom)
Si 15.324 14.674 1.688 0.21 -0.31 0.373
Si 1.109 1.756 1.509 -0.012 -0.175 0.675
Si 15.255 4.039 1.388 -0.244 0.111 0.636
Si 1.775 6.564 1.36 -0.383 0.367 0.182
Si 14.599 9.639 1.272 0.433 -0.391 0.112
Si 0.649 12.841 1.531 -0.008 0.046 0.08
Si 5.445 16.311 2.786 0.012 -0.017 -0.053
Si 7.017 0.988 1.354 -0.03 0.236 0.753
Si 3.922 4.265 1.406 0.133 -0.016 0.7
Si 7.471 6.047 1.352 0.007 0.068 -0.006
Si 4.06 9.459 1.422 0.173 -0.032 0.608
Si 6.543 12.622 1.518 0.147 -0.321 0.714
Si 9.316 15.149 1.239 0.233 -0.113 0.707
Si 12.19 1.541 1.299 -0.056 0.014 -0.026
Si 9.217 4.26 1.495 0.037 -0.053 0.008
Si 11.593 7.265 1.611 -0.079 0.074 0.019
Si 10.942 10.826 2.743 -0.004 0.035 -0.056
Si 12.53 11.969 1.435 -0.098 0.114 0.72
Si 0.065 16.395 2.838 0.004 0.051 0.018
Si 2.72 2.815 2.812 0.034 0.006 -0.058
Si 0.119 5.522 2.728 0.052 -0.021 -0.064
Si 2.823 8.072 2.81 0.027 0.018 -0.043
Si -0.121 10.87 2.624 0.014 -0.017 -0.066
Si 2.554 13.64 2.72 0.032 -0.052 -0.013
Si 4.225 14.775 1.525 -0.271 0.139 0.644
Si 8.109 2.619 2.718 -0.006 -0.045 0.021
Si 5.591 5.352 2.667 -0.046 -0.04 -0.057
Si 8.231 8.004 2.562 0 0.028 -0.049
Si 5.453 10.874 2.662 0.001 0.04 -0.034
Si 8.206 13.68 2.745 -0.035 0.028 -0.046
Si 10.879 16.359 2.589 0.028 -0.011 -0.045
Si 13.608 2.845 2.645 0.025 0.029 -0.034
Si 10.734 5.457 2.861 0.006 -0.008 -0.027
Si 13.477 8.167 2.722 -0.001 0.001 -0.013
Si 10.014 9.094 1.446 -0.028 -0.023 -0.056
Si 13.628 13.534 2.815 0.016 0.013 -0.044
Si 14.908 1.427 4.068 0.002 0.016 -0.007
Si 1.386 4.155 4.173 -0.047 0.012 0.073
Si 14.951 6.833 4.005 0.002 -0.009 0.035
Si 1.342 9.526 3.977 0.017 0.012 0.003
Si 14.938 12.158 4.176 0.055 -0.045 0.001
Si 1.4 15.036 4.201 0.008 -0.006 -0.037
Si 4.077 1.382 4.098 -0.01 -0.005 0.028
Si 6.763 3.951 4.122 0.005 -0.028 0.007
Si 4.239 6.739 4.094 0.012 -0.021 0.018
Si 6.845 9.446 3.929 -0.043 -0.04 0.012
Si 3.999 12.217 4.008 0.03 0.024 -0.001
Si 6.822 14.976 4.148 -0.008 -0.019 0.048
Si 9.548 1.33 4.055 -0.042 0 0.011
Si 12.247 4.133 4.061 0.048 -0.003 0.015
Si 9.42 6.792 4.213 -0.021 0 -0.036
Si 12.243 9.525 4.192 -0.02 -0.023 0.018
Si 9.534 12.225 4.025 0.037 0.007 -0.002
Si 12.203 14.973 4.005 -0.007 0.007 0.002
Si 13.563 16.333 5.4 0.019 -0.006 -0.034
Si -0.016 2.751 5.449 0.004 0 0
Si 13.619 5.471 5.414 -0.009 0 0.025
Si -0.02 8.194 5.38 0.028 0.002 0.008
Si 13.584 10.862 5.556 0.007 0.039 0.021
Si -0.001 13.6 5.451 -0.01 -0.025 -0.01
Si 2.767 16.358 5.516 0.003 0.001 0.009
Si 5.407 2.689 5.515 -0.008 -0.019 0.008
Si 2.799 5.465 5.483 -0.002 -0.034 -0.013
Si 5.515 8.165 5.421 -0.003 0.009 0.008
Si 2.687 10.863 5.399 0.002 -0.006 -0.002
Si 5.402 13.569 5.396 0.004 -0.013 -0.015
Si 8.183 16.338 5.473 0 0.013 0.003
Si 10.895 2.726 5.406 -0.032 -0.008 -0.011
Si 8.086 5.376 5.487 -0.03 -0.005 -0.008
Si 10.845 8.158 5.496 0.05 -0.002 -0.027
Si 8.165 10.835 5.349 -0.003 -0.025 -0.01
Si 10.874 13.602 5.399 -0.015 0.012 0.01
Si 14.933 14.97 6.773 -0.005 -0.01 0.019
Si 1.351 17.707 6.817 -0.013 0.016 0.011
Si 14.954 4.107 6.802 0.02 0.017 0.006
Si 1.37 6.836 6.76 -0.02 0.019 -0.02
Si 14.978 9.499 6.835 -0.003 0.01 0.008
Si 1.363 12.235 6.793 0.007 -0.003 0.005
Si 4.11 14.947 6.814 0.015 -0.002 0.017
Si 6.81 17.67 6.835 0.009 -0.012 0.019
Si 4.076 4.072 6.865 0.008 -0.001 0.018
Si 6.788 6.785 6.838 -0.017 -0.008 0.014
Si 4.085 9.511 6.747 -0.002 -0.01 -0.009
Si 6.786 12.198 6.728 -0.015 0.004 -0.007
Si 9.526 14.945 6.797 -0.01 -0.029 0.003
Si 12.23 17.683 6.789 -0.017 0.008 -0.014
Si 9.525 4.061 6.795 0.007 -0.004 0.004
Si 12.248 6.803 6.802 0.026 -0.021 -0.001
Si 9.5 9.542 6.809 -0.02 -0.008 0.017
Si 12.214 12.272 6.822 -0.025 -0.003 0.013
Si -0.013 16.319 8.145 0.019 -0.005 0
Si 2.704 2.72 8.203 0.001 0.007 0.01
Si 0.017 5.462 8.144 -0.009 -0.016 -0.006
Si 2.722 8.174 8.138 -0.009 0.005 0.002
Si 0.008 10.884 8.166 0.005 -0.001 0.014
Si 2.724 13.593 8.151 0.008 0.002 0
Si 5.459 16.299 8.184 0.008 0.001 0.007
Si 8.17 2.719 8.174 -0.023 0.005 0.005
Si 5.431 5.442 8.205 -0.01 0.01 0.015
Si 8.16 8.16 8.167 0.02 -0.013 0.013
Si 5.435 10.868 8.125 -0.003 -0.006 0.003
Si 8.142 13.57 8.121 0.016 0.007 0
Si 10.881 16.316 8.157 -0.009 0 -0.01
Si 13.596 2.726 8.147 0.008 0.008 -0.001
Si 10.888 5.431 8.147 0.005 0.005 0.008
Si 13.604 8.149 8.179 -0.009 0.006 0.007
Si 10.856 10.902 8.171 0.01 0 0.009
Si 13.59 13.623 8.166 -0.004 -0.005 0.004
Si -1.36 17.677 14.946 0.01 -0.007 -0.006
Si 1.354 4.072 14.923 -0.015 0.006 -0.024
Si -1.358 6.795 15.001 -0.005 -0.005 -0.007
Si 1.369 9.504 14.976 0.022 -0.027 0.002
Si -1.342 12.262 14.945 -0.002 -0.017 0.01
Si 1.356 14.889 14.993 0.004 -0.003 -0.004
Si 4.081 17.644 14.955 -0.029 0.009 -0.004
Si 6.835 4.075 14.973 0.004 0.008 0.004
Si 4.116 6.806 14.93 -0.01 0.011 -0.017
Si 6.757 9.515 14.941 -0.01 0.004 -0.011
Si 4.031 12.215 15.002 -0.002 -0.017 -0.009
Si 6.788 14.949 15 0.009 -0.022 0.018
Si 9.534 17.703 14.972 0.034 -0.004 -0.007
Si 12.253 4.104 14.981 -0.011 -0.002 0.003
Si 9.487 6.789 14.91 -0.001 0.004 -0.011
Si 12.228 9.521 14.924 0.005 -0.002 -0.002
Si 9.495 12.257 14.942 -0.034 0.014 -0.012
Si 12.246 14.998 14.936 0.008 0.012 -0.006
Si 13.608 16.337 16.321 -0.006 -0.005 -0.011
Si -0.023 19.065 16.289 0.016 0.019 -0.006
Si 13.594 5.452 16.383 0.027 -0.005 0.021
Si 0.037 8.141 16.351 0.004 -0.012 0.02
Si 13.585 10.912 16.252 -0.031 0.012 -0.005
Si 0.022 13.523 16.409 0.008 -0.003 0.022
Si 2.739 16.249 16.312 0.026 -0.012 0.016
Si 5.457 19.011 16.29 0.006 -0.006 -0.01
Si 2.76 5.418 16.228 -0.006 -0.03 -0.028
Si 5.424 8.167 16.343 0.002 -0.004 -0.022
Si 2.695 10.832 16.398 0.024 0.015 0.002
Si 5.393 13.576 16.348 0.013 0.025 0.009
Si 8.168 16.348 16.326 -0.007 -0.001 0.005
Si 10.896 19.071 16.342 -0.02 -0.003 -0.008
Si 8.2 5.443 16.349 0.028 -0.017 0.014
Si 10.805 8.186 16.238 -0.024 0.016 -0.001
Si 8.103 10.893 16.27 -0.003 -0.002 -0.022
Si 10.869 13.642 16.26 -0.024 0.022 -0.008
Si -1.397 14.922 17.665 0.011 0.003 0.007
Si 1.351 17.656 17.551 0.003 0.002 -0.03
Si -1.337 20.389 17.751 -0.072 0.017 -0.016
Si 1.451 6.717 17.643 -0.005 -0.002 -0.01
Si -1.333 9.607 17.6 0.034 0.002 0.028
Si 1.363 12.126 17.856 0.013 -0.005 0.052
Si 4.07 14.917 17.768 -0.011 -0.008 -0.019
Si 6.773 17.661 17.703 0.01 -0.015 -0.005
Si 4.127 4.1 17.595 -0.033 -0.019 0.013
Si 6.863 6.869 17.663 0.017 -0.023 0.02
Si 4.025 9.443 17.773 -0.022 0.011 -0.006
Si 6.717 12.164 17.675 -0.032 0.018 -0.012
Si 9.56 15.006 17.657 -0.011 0.018 0.007
Si 12.313 17.766 17.691 0.012 0.029 -0.011
Si 9.537 20.384 17.753 0.014 -0.005 0.013
Si 12.118 6.843 17.609 -0.013 -0.003 0.029
Si 9.472 9.566 17.606 0.008 0.016 -0.027
Si 12.193 12.258 17.592 0.033 -0.027 -0.002
Si -0.014 16.338 18.916 -0.02 0.051 0.041
Si 2.795 18.95 18.839 0.017 0.017 -0.003
Si 0.188 5.318 19.031 0.023 -0.041 -0.065
Si 2.698 8.022 19.149 0.015 0.104 0.039
Si -0.074 10.768 19.246 0.005 0.005 -0.026
Si 2.771 13.511 19.182 0.029 -0.019 -0.026
Si 5.478 16.268 19.119 -0.006 -0.008 -0.023
Si 8.086 19.041 19.084 0.059 0.041 0.004
Si 5.488 5.496 18.937 -0.003 -0.038 0.006
Si 8.198 8.259 19.056 0.011 0.027 0.01
Si 5.413 10.758 19.135 0.008 -0.008 0.051
Si 8.116 13.598 18.872 0.026 0.014 0.003
Si 10.956 16.421 19.004 -0.051 0.02 0.045
Si 13.654 19.061 19.19 -0.004 -0.027 0.024
Si 10.895 5.463 19.107 -0.023 -0.022 -0.029
Si 13.432 8.379 18.783 -0.34 0.399 -0.478
Si 10.766 10.977 18.937 0.001 0 -0.041
Si 13.536 13.538 18.997 -0.009 0.033 0.068
Si -1.3 17.589 20.475 0.007 0.025 -0.029
Si 1.527 20.214 20.295 -0.021 -0.02 0.066
Si -0.695 6.932 20.441 0.787 0.114 -0.078
Si 0.845 8.824 20.413 0.052 -0.08 0.058
Si -1.481 12.249 20.503 0.03 -0.009 0.084
Si 1.29 14.966 20.281 0.002 -0.02 -0.001
Si 4.109 17.725 20.327 0.029 0.025 0.047
Si 6.78 20.541 20.412 -0.014 -0.021 0.065
Si 4.203 6.73 20.464 0.008 0 -0.003
Si 6.831 9.497 20.567 0.002 -0.018 0.019
Si 4.214 12.171 20.585 -0.057 0.015 0.096
Si 6.862 14.832 20.399 -0.036 0.043 0.024
Si 9.432 17.611 20.374 -0.225 -0.376 -0.35
Si 12.473 20.649 20.506 -0.013 0.034 0.112
Si 9.5 6.871 20.408 -0.009 -0.019 0.047
Si 12.167 9.692 20.223 0.006 -0.004 0.083
Si 9.416 12.301 20.29 0.026 0.042 0.04
Si 12.254 14.984 20.352 0.049 -0.017 -0.052
Si 14.054 15.784 21.682 -0.019 0.025 0.051
Si -1.274 14.285 30.327 -0.005 0.018 0.049
Si 13.518 5.802 22.068 -0.006 -0.389 -0.475
Si -1.028 9.989 23.78 -0.038 -0.13 -0.018
Si 13.375 10.913 21.833 0.077 0.109 -0.667
Si -0.53 14.176 21.531 -0.156 0.015 -0.491
Si 3.177 14.223 28.241 0.016 0.149 0.005
Si 5.003 19.537 21.584 -0.185 0.124 -0.517
Si 3.245 21.185 21.537 0.086 0.005 0.032
Si 5.215 8.49 24.369 -0.156 -0.175 -0.439
Si 3.054 11.456 22.512 0.354 0.12 -0.753
Si 6.147 13.024 21.712 0.072 -0.185 -0.539
Si 8.644 15.734 21.572 0.045 -0.018 -0.001
Si 11.096 19.702 22.121 0.374 0.231 -0.47
Si 7.658 6.038 21.708 -0.03 0.032 -0.03
Si 11.264 8.009 21.518 -0.328 -0.004 -0.631
Si 7.875 11.29 21.757 -0.037 -0.037 0.063
Si 10.373 14.108 21.434 -0.177 0.119 -0.614
Si 13.999 15.791 24.084 -0.064 -0.527 -0.282
Si 0.393 18.68 21.69 -0.121 0.12 -0.658
Si 0.293 20.136 24.392 -0.019 -0.046 0.001
Si -2.109 7.19 27.11 0.077 -0.094 0.023
Si 0.129 16.301 25.859 0.366 0.56 -0.08
Si 0.512 12.564 23.597 0.096 0.244 0.133
Si 2.531 16.479 21.528 0.079 -0.019 -0.63
Si 6.181 18.077 24.071 -0.018 -0.003 -0.049
Si 2.433 5.811 23.477 0.106 -0.371 -0.482
Si 5.811 7.789 21.936 0.01 -0.008 0.114
Si 1.562 8.8 22.642 -0.376 0.079 -0.638
Si 4.839 13.102 24.456 0.064 0.147 -0.078
Si 11.556 17.75 24.303 0.043 0.096 -0.078
Si 11.405 19.838 26.515 0.113 0.097 -0.044
Si 8.806 10.887 23.963 -0.137 0.074 -0.6
Si 11.846 9.228 26.699 0.019 -0.034 0.028
Si 11.911 8.488 31.263 -0.102 -0.168 -0.038
Si 11.417 12.576 23.817 0.052 0.052 -0.11
Si 1.926 17.764 25.7 -0.535 -0.401 0.125
Si -2.202 20.333 32.936 -0.206 0.024 0.567
Si 9.697 12.775 30.088 -0.011 -0.059 -0.032
Si -2.094 15.463 33.055 0.08 0.678 0.38
Si -1.541 8.826 32.259 0.061 -0.095 0.009
Si 11.98 15.98 32.999 -0.118 -0.094 0.058
Si 5.806 15.384 28.444 -0.019 0.117 0.019
Si 6.159 9.36 28.287 -0.084 -0.208 0.026
Si 10.887 13.766 32.745 -0.257 0.647 0.132
Si 8.502 20.896 26.282 -0.31 -0.569 0.225
Si 8.774 18.076 30.837 -0.064 0.104 -0.179
Si 7.75 10.525 30.565 0.108 0.012 -0.041
Si 0.796 7.864 28.192 -0.021 -0.027 -0.122
Si 5.338 20.706 27.985 0.06 -0.02 0.101
Si 3.792 13.176 32.788 0.137 0.334 0.466
Si 6.14 14.719 31.501 0.026 -0.022 0.025
Si 7.381 22.71 28.513 0.069 0.01 0.049
Si 10.185 7.779 33.583 -0.141 0.346 0.485
Si 13.902 21.32 25.091 -0.074 0.03 -0.011
Si 11.562 17.126 30.983 0.222 -0.354 0.429
Si 12.895 18.545 28.717 0.043 0.009 -0.023
Si 12.18 21.638 30.826 0.338 -0.258 -0.569
Si 3.034 19.729 29.695 0.023 -0.051 -0.018
Si 0.643 10.006 30.498 -0.078 -0.01 -0.022
Si 7.618 10.879 33.646 -0.319 -0.205 0.553
Si 8.287 16.161 26.73 -0.015 -0.002 -0.103
Si 10.377 10.079 29.178 -0.16 0.046 0.07
Si 6.504 11.01 25.657 -0.104 -0.049 0.101
Si 9.683 15.73 29.144 0.081 0.148 0.098
Si 10.145 8.34 24.236 -0.029 -0.036 0.012
Si 8.945 21.137 30.738 -0.19 0.112 0.564
Si 0.734 21.666 29.817 -0.081 0.024 -0.073
Si 8.705 16.554 23.753 -0.131 -0.388 -0.474
Si 13.447 13.942 25.528 0.241 0.434 -0.448
Si 1.882 14.371 30.912 -0.115 0.023 0.004
Si 2.489 10.534 32.907 -0.033 0.107 0.103
Si 9.045 5.47 23.478 -0.374 0.148 -0.483
Si 7.179 19.028 26.746 0.347 0.457 -0.233
Si 4.65 6.072 25.736 0.012 0.075 -0.023
Si 3.996 15.929 24.082 0.052 0.022 0.007
Si 1.107 13.385 26.402 -0.089 -0.035 0.034
Si 1.801 16.965 32.334 -0.225 -0.105 0.069
Si -2.348 21.196 29.263 -0.652 0.077 0.422
Si 6.424 17.366 32.822 0.21 -0.127 0.654
Si 8.149 21.712 32.927 0.009 -0.244 -0.607
Si -2.216 11.059 26.296 -0.038 0.138 -0.02
Si 4.032 19.24 32.404 -0.062 -0.116 -0.041
Si -0.639 12.017 28.624 -0.048 -0.046 -0.042
Si -0.074 22.549 32.369 -0.012 0.018 0.126
Si -2.147 15.914 27.847 -0.048 -0.065 0.019
Si 3.39 17.185 28.262 0.058 -0.091 -0.059
Si 3.553 8.38 26.894 0.068 0.08 -0.045
Si 8.647 13.837 33.277 0.364 0.396 0.309
Si -0.962 17.598 32.853 -0.377 -0.719 -0.045
Si 14.958 17.688 9.509 -0.013 0.004 -0.002
Si 1.349 4.094 9.54 0.017 -0.003 0.008
Si 14.97 6.795 9.526 0.011 0.001 -0.004
Si 1.368 9.524 9.514 0.012 0.007 -0.005
Si 14.953 12.244 9.513 0.003 0.011 -0.005
Si 1.356 14.953 9.504 -0.004 -0.013 -0.007
Si 4.083 17.663 9.533 0 -0.007 -0.011
Si 6.81 4.076 9.537 0.023 0.011 -0.003
Si 4.053 6.806 9.528 -0.015 -0.018 0.007
Si 6.785 9.518 9.511 -0.014 -0.017 -0.005
Si 4.085 12.231 9.501 -0.001 0.01 0.001
Si 6.811 14.932 9.523 -0.02 0.004 0.008
Si 9.521 17.67 9.522 -0.003 0 0.002
Si 12.241 4.078 9.513 -0.01 -0.008 -0.001
Si 9.535 6.802 9.511 0.008 0.003 -0.004
Si 12.235 9.531 9.515 -0.003 0.007 -0.001
Si 9.495 12.247 9.53 -0.003 -0.012 0.001
Si 12.238 14.975 9.533 0 0.003 0.004
Si 13.603 16.337 10.882 0.002 0.001 -0.001
Si -0.008 2.715 10.889 -0.009 -0.005 0.008
Si 13.604 5.432 10.874 0.001 -0.012 -0.001
Si 0.006 8.166 10.877 0.013 0.004 0.001
Si 13.596 10.886 10.883 -0.001 -0.002 0.005
Si -0.002 13.598 10.872 -0.001 -0.004 0
Si 2.718 16.297 10.882 -0.001 0.009 0
Si 5.446 2.708 10.89 -0.009 0.005 -0.005
Si 2.714 5.441 10.903 -0.008 0.016 0.012
Si 5.423 8.163 10.871 -0.011 0.005 -0.002
Si 2.723 10.88 10.866 -0.001 -0.007 -0.003
Si 5.432 13.587 10.876 0.014 -0.011 -0.004
Si 8.162 16.311 10.879 0.018 -0.014 -0.01
Si 10.882 2.72 10.869 0 -0.001 -0.011
Si 8.178 5.443 10.875 -0.003 -0.002 -0.003
Si 10.882 8.167 10.879 0.009 -0.013 -0.001
Si 8.135 10.88 10.883 -0.006 0.008 0.003
Si 10.869 13.61 10.882 -0.012 0.024 0.008
Si 14.97 14.972 12.229 0.006 0.003 -0.007
Si 1.356 17.654 12.24 0.017 -0.007 -0.009
Si 14.952 4.078 12.247 -0.01 -0.002 0.006
Si 1.354 6.81 12.251 -0.005 -0.007 0.007
Si 14.961 9.518 12.242 0.007 -0.005 -0.002
Si 1.354 12.224 12.226 0.006 0.017 -0.004
Si 4.074 14.935 12.25 -0.008 -0.017 -0.003
Si 6.807 17.667 12.25 0.005 0 0.001
Si 4.085 4.068 12.252 0 0.001 0.002
Si 6.792 6.793 12.209 0.01 0 -0.007
Si 4.071 9.527 12.232 -0.004 0 0.004
Si 6.776 12.238 12.251 -0.026 0.002 0.012
Si 9.512 14.967 12.25 0.004 0.015 0.007
Si 12.238 17.695 12.236 -0.004 0.004 0.004
Si 9.536 4.081 12.234 0.005 -0.002 -0.004
Si 12.251 6.802 12.231 0.003 0.002 -0.005
Si 9.503 9.52 12.234 -0.004 -0.008 0.004
Si 12.239 12.254 12.241 0.001 -0.003 -0.002
Si 0.013 16.292 13.625 -0.003 0.006 0.006
Si 2.718 19.01 13.594 -0.001 -0.008 0.002
Si -0.013 5.449 13.601 0.007 0.006 0
Si 2.73 8.164 13.598 0.006 0.023 -0.004
Si 0.007 10.869 13.605 -0.006 -0.006 0.002
Si 2.704 13.564 13.603 -0.01 -0.017 -0.005
Si 5.446 16.295 13.603 -0.001 0.012 0.003
Si 8.179 19.045 13.596 0.018 0.006 -0.005
Si 5.471 5.428 13.594 -0.01 -0.008 0.005
Si 8.121 8.156 13.577 -0.021 -0.019 0.004
Si 5.402 10.887 13.61 0.01 0.006 -0.007
Si 8.134 13.611 13.598 0.022 0.007 -0.012
Si 10.875 16.343 13.593 -0.018 -0.013 -0.011
Si 13.59 19.045 13.609 -0.012 -0.001 0.001
Si 10.895 5.445 13.592 0.023 0.007 -0.012
Si 13.611 8.148 13.606 -0.007 -0.005 -0.01
Si 10.863 10.893 13.584 0.006 0 0.009
Si 13.614 13.626 13.591 -0.004 0.021 0.006
O 5.307 13.615 1.171 0.139 -0.068 -0.123
O 14.206 7.361 19.796 -0.235 -0.359 -0.121
O -1.243 6.307 21.87 0.208 -0.27 0.523
O 2.782 9.878 22.813 0.442 -0.19 0.126
O 10.039 18.685 21.45 -0.41 0.106 0.157
O -0.185 19.426 23.017 -0.373 -0.063 0.1
O 1.154 22.656 28.607 0.436 -0.417 -0.29
O 13.489 21.424 23.533 -0.289 -0.275 0.049
O 12.433 7.009 22.075 -0.138 0.079 -0.072
O -0.669 11.508 23.405 -0.246 0.141 -0.336
O 14.113 9.695 22.697 0.05 -0.354 0.042
O 12.58 11.875 22.913 0.204 0.24 -0.183
O 1.617 12.208 22.472 -0.233 0.134 -0.529
O 1.481 17.55 22.216 0.027 0.023 0.364
O 5.454 19.146 23.115 -0.27 0.379 0.362
O 2.835 18.061 27.02 0.206 0.605 -0.024
O 10.257 20.833 22.944 0.204 0.071 0.304
O 9.727 6.794 24.141 0.36 0.128 0.333
O 6.427 10.168 29.679 -0.51 0.171 0.317
O 5.513 18.623 32.39 0.204 0.473 -0.133
O 1.061 12.418 25.109 0.278 -0.533 0.076
O 2.297 13.528 32.223 -0.47 -0.296 0.307
O 13.239 9.075 31.932 -0.02 0.491 0.091
O 10.774 8.832 22.833 0.112 0.482 -0.095
O 4.824 8.638 0.19 0.304 -0.69 -0.047
O 2.849 5.395 0.873 0.001 -0.072 -0.41
O 8.862 9.31 24.414 -0.34 -0.046 0.05
O -0.029 2.826 0.975 0.034 -0.037 -0.278
O 6.268 1.498 0.001 0.03 -0.198 -0.364
O 12.535 10.671 26.389 -0.432 0.355 0.039
O 3.768 20.118 31.083 0.153 0.61 -0.094
O 1.955 10.168 31.426 0.369 -0.038 -0.331
O 8.666 16.89 29.712 -0.415 0.024 -0.223
O 13.247 17.234 27.86 -0.406 0.009 -0.443
O 2.16 7.374 23.114 0.327 -0.006 0.12
O 8.147 16.231 0.828 0.132 0.216 -0.232
O -1.124 7.329 31.821 -0.076 -0.235 -0.532
O 12.146 23.264 30.857 0.258 0.037 -0.037
O 6.679 22.166 33.528 -0.355 -0.244 -0.363
O 3.785 12.065 23.815 -0.129 -0.056 0.341
O 3.793 15.392 0.081 0.296 0.67 -0.097
O -1.59 12.865 29.622 -0.325 -0.38 0.065
O 3.868 8.813 25.332 -0.55 0.11 -0.209
O 8.557 12.206 33.47 0.415 -0.207 0.257
O 7.39 10.243 32.133 -0.45 -0.186 0.059
O 5.646 16.06 32.252 -0.435 0.031 -0.129
O 12.626 18.113 30.253 0.418 0.202 0.383
O 4.522 3.478 0.112 -0.362 -0.025 -0.378
O 6.11 18.598 25.585 -0.267 0.304 0.082
O 3.877 6.795 26.962 -0.259 -0.491 0.444
O 11.988 13.34 25.125 -0.47 -0.058 0.429
O 0.335 17.506 31.855 0.08 0.17 -0.517
O 2.874 10.33 0.658 -0.183 0.614 0.417
O 14.724 15.49 0.371 0.306 -0.051 -0.246
O 4.773 14.199 28.069 0.214 -0.679 -0.088
O 4.973 16.787 28.313 0.299 0.367 0.006
O 10.598 21.177 30.744 0.007 -0.282 -0.118
O -0.902 16.457 24.601 0.063 0.177 -0.408
O 6.008 21.904 28.831 -0.501 0.245 0.552
O 8.355 15.786 25.158 0.117 -0.314 0.074
O 5.754 7.113 25.114 0.522 -0.191 -0.162
O 4.573 9.112 27.952 -0.36 0.364 0.171
O -1.526 9.964 25.312 0.349 -0.334 0.37
O 11.987 18.817 23.161 0.37 0.07 -0.219
O 4.173 14.526 24.891 -0.358 0.082 0.632
O 2.335 15.886 31.269 0.532 0.205 -0.199
O 10.708 13.764 22.996 -0.041 0.372 0.138
O 6.058 9.864 24.571 0.121 0.342 -0.489
O 6.992 7.959 28.391 0.051 0.02 -0.165
O 0.717 8.697 29.569 0.093 -0.153 0.175
O 3.859 20.414 28.499 -0.202 0.111 -0.117
O 11.594 9.458 30.026 0.335 -0.005 -0.019
O -0.094 13.99 23.145 -0.152 0.134 0.32
O 10.663 8.614 32.283 -0.27 0.312 0.115
O -0.647 9.903 31.464 -0.164 0.557 0.152
O 7.223 12.396 0.072 0.301 0.43 -0.001
O 1.899 1.237 0.191 0.518 -0.224 -0.105
O -1.968 18.796 32.421 -0.39 -0.013 -0.479
O 7.83 17.632 32.066 0.09 0.026 0.168
O -1.524 10.974 27.762 -0.118 -0.608 0.268
O 12.825 20.973 32.18 -0.45 -0.009 0.068
O 5.491 12.28 25.69 -0.032 0.112 0.438
O 14.797 4.908 0.073 -0.06 0.009 -0.045
O -1.962 14.427 31.771 -0.021 -0.395 0.066
O 3.354 15.584 22.634 -0.01 -0.734 -0.035
O -0.728 16.363 27.227 0.163 0.271 0.464
O -1.047 20.445 25.249 -0.079 -0.368 0.361
O 10.794 13.059 31.259 0.387 -0.233 -0.176
O 7.569 14.298 32.133 0.08 -0.036 -0.167
O -1.998 12.567 25.718 0.443 -0.089 -0.028
O 7.035 15.387 27.41 0.076 -0.394 0.104
O 12.794 16.778 24.606 -0.029 -0.08 0.189
O 2.989 16.994 24.741 -0.149 -0.139 -0.141
O 2.614 15.758 28.169 -0.409 -0.036 0.079
O 13.467 14.741 26.964 -0.216 0.006 0.182
O 10.294 18.062 31.369 0.212 0.491 0.615
O 11.632 19.302 28.032 -0.431 0.05 0.265
O 4.996 13.603 31.766 0.125 -0.374 -0.22
O 1.521 20.271 29.644 -0.341 -0.326 -0.206
O -2.5 22.309 28.111 -0.401 0.161 -0.119
O -1.858 15.445 29.366 -0.297 0.256 0.222
O -2.139 6.507 25.638 0.228 0.247 -0.218
O 8.974 9.657 29.902 -0.135 -0.51 -0.178
O 0.484 11.274 29.508 0.352 0.238 0.199
O 10.414 11.705 29.091 0.256 0.122 -0.282
O 6.708 10.313 27.094 0.437 0.028 0.049
O 2.715 13.716 29.697 0.191 -0.651 0.154
O 0.071 13.03 27.584 -0.142 0.496 0.224
O 7.747 17.884 23.683 0.24 0.429 -0.274
O 11.122 16.054 29.812 0.373 -0.405 -0.215
O 2.878 18.127 32.485 0.074 0.134 0.081
O 9.061 23.018 33.183 -0.151 0.019 -0.239
O 10.11 20.793 26.543 0.245 0.283 0.109
O 6.275 19.383 28.06 0.043 -0.328 0.515
O 10.312 11.464 24.163 0.213 -0.095 0.148
O 8.013 22.22 27.103 0.166 0.141 -0.31
O 10.281 16.91 23.803 0.213 0.004 -0.033
O 1.086 22.313 31.266 0.468 0.044 0.251
O 1.052 21.527 24.072 -0.215 0.197 0.091
O 7.896 11.607 25.096 -0.053 0.636 0.042
O 6.318 15.068 29.941 0.159 -0.093 0.038
O 5.327 21.1 26.399 0.254 -0.247 -0.235
O -2.258 19.662 28.713 0.623 -0.086 -0.457
O 11.241 8.518 25.393 0.216 -0.06 0.051
O 11.843 12.715 0.166 -0.109 -0.345 -0.267
O -0.84 21.156 32.641 0.305 0.048 0.126
O 2.572 13.308 27.068 0.413 -0.417 -0.091
O 0.321 14.387 30.559 -0.032 0.201 -0.206
O 5.909 13.462 23.288 0.437 0.316 0.29
O 3.762 11.543 32.833 0.35 -0.399 -0.16
O 10.592 9.458 27.7 -0.332 -0.06 -0.33
O 9.651 15.788 27.524 0.593 -0.155 -0.358
O 0.282 9.069 23.622 -0.062 -0.185 0.609
O 0.818 14.84 25.806 0.36 -0.045 -0.024
O 8.43 22.285 29.686 0.379 0.295 0.251
O 1.371 19.186 25.148 0.277 0.322 0.243
O 11.101 18.535 25.624 -0.21 -0.214 0.215
O 9.279 14.205 29.483 -0.378 -0.031 -0.19
O 1.983 8.534 27.287 -0.261 0.512 -0.462
O 13.563 10.85 0.814 0.022 -0.051 -0.258
O 8.125 17.748 26.967 0.32 0.156 0.178
O 5.446 16.634 23.925 0.172 -0.452 -0.303
O 12.706 20.61 25.928 0.188 0.095 -0.022
O 3.055 18.111 29.547 -0.277 -0.333 0.31
O 8.249 21.071 24.687 -0.398 -0.39 -0.149
O 8.28 12.066 30.5 -0.269 0.48 0.017
O 3.602 5.68 24.588 0.024 -0.252 -0.153
O 13.046 8.299 27.269 -0.141 -0.027 0.24
O 8.484 19.601 30.324 -0.39 0.045 -0.527
O -0.86 21.423 29.864 0.14 -0.097 0.337
O -0.645 7.83 27.433 -0.061 0.185 -0.192

Results
total energy: -104716.126 eV
total energy less fixed offsets of O -438.35, Si -107.03 eV per atom: 5.524 eV
